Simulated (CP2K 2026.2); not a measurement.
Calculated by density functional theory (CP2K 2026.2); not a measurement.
Periodic cell of 534 atoms, Si358O176, from a study of silicon, its oxide and their interface. The atomic structure is a simulated model.
Doubt: the forces sum to 3.17 eV/angstrom along one axis rather than to zero, so they err by at least 0.0059 eV/angstrom per atom on average; the grid cutoff is modest.

Settings
functional: PBE
method: Gaussian and plane waves
basis set: DZVP-MOLOPT-SR-GTH
pseudopotentials: GTH-PBE
grid cutoff: 350 Ry, relative cutoff 50 Ry
k points: Gamma only
occupations: fixed
spin: none
net charge: 0

Cell vectors (angstrom)
a	16.32	0	0
b	0	16.32	0
c	-0.3062	-0.0384	35.0856

Atoms and the computed forces on them: element, x, y, z (angstrom), force x, y, z (eV/angstrom)
Si	15.589	0.053	34.523	-0.282	-0.444	0.438
Si	3.2	2.34	0.048	0.297	-0.16	0.585
Si	15.949	5.175	34.903	0.013	-0.005	0.686
Si	2.434	7.794	35.051	-0.209	0.23	0.75
Si	16.016	11.105	0.456	0.089	0.202	0.667
Si	2.121	13.368	34.796	0.507	-0.193	0.308
Si	4.491	0.468	35.081	-0.086	0.209	0.62
Si	8.373	2.367	0.32	0.18	-0.084	0.512
Si	4.785	5.664	35.071	0.11	-0.175	0.824
Si	7.815	8.752	34.786	0.329	0.163	0.613
Si	5.475	10.446	0.113	-0.033	0.125	0.801
Si	7.523	12.986	34.666	-0.268	-0.129	0.436
Si	9.866	0.776	35	-0.098	-0.104	0.39
Si	13.857	2.413	0.045	-0.074	0.006	0.862
Si	11.142	5.75	34.44	0.747	-0.033	0.307
Si	13.68	8.422	0.13	0.087	-0.251	0.573
Si	10.25	11.358	34.92	0.221	-0.238	0.755
Si	13.568	13.23	35.024	-0.136	0.167	0.721
Si	1.574	1.401	1.42	0.22	0.397	0.49
Si	4.035	4.1	1.309	-0.068	0.041	-0.025
Si	1.088	6.774	1.223	0.035	-0.06	-0.03
Si	3.916	9.334	1.377	-0.049	-0.048	0.077
Si	1.314	12.354	1.475	0.025	-0.012	-0.043
Si	3.851	14.929	1.077	-0.056	-0.032	-0.027
Si	6.581	1.339	1.359	-0.145	-0.008	0.035
Si	9.575	4.065	1.285	-0.256	-0.032	0.464
Si	6.732	6.674	1.302	-0.416	-0.204	0.33
Si	9.569	9.731	1.221	0.004	-0.002	-0.059
Si	6.595	12.108	1.305	0.019	-0.006	-0.03
Si	9.316	15.233	1.06	0.398	0.166	0.352
Si	12.116	1.374	1.184	-0.028	0.025	0.009
Si	15.117	3.862	1.374	-0.038	0.047	0
Si	12.376	6.837	1.246	0.028	-0.022	-0.14
Si	14.823	9.633	1.689	0.026	-0.03	0.108
Si	12.128	12.396	1.233	-0.009	-0.023	-0.007
Si	14.933	14.975	1.105	0.005	-0.026	-0.064
Si	0.078	2.604	2.786	-0.009	-0.067	-0.03
Si	2.714	16.216	2.741	0.019	-0.027	-0.033
Si	16.252	8.153	2.757	0.001	-0.045	-0.002
Si	2.544	5.423	2.6	-0.001	0.005	-0.002
Si	16.236	13.753	2.686	0.001	0.027	0.017
Si	2.668	10.86	2.683	0.032	-0.012	-0.003
Si	5.374	2.789	2.731	0.025	0.004	-0.04
Si	7.997	0.013	2.675	0.09	0.002	-0.018
Si	5.407	8.093	2.698	0.021	-0.029	0.003
Si	8.156	5.406	2.644	0.05	0.011	-0.034
Si	5.285	13.625	2.516	-0.035	0.02	-0.013
Si	8.106	10.907	2.653	-0.012	-0.013	0.008
Si	10.911	2.75	2.686	-0.033	0.046	-0.076
Si	13.491	16.269	2.505	0.021	-0.007	-0.032
Si	10.865	8.203	2.523	-0.006	0.008	0.026
Si	13.655	5.355	2.582	0.039	-0.025	-0.01
Si	10.712	13.79	2.484	-0.055	0.001	-0.017
Si	13.331	11.011	2.772	-0.019	0.049	0.033
Si	1.328	4.071	4.092	0.035	0.018	0.012
Si	4.041	1.354	4.044	0	0.014	0.027
Si	1.308	9.526	4.06	-0.002	0.011	0.001
Si	3.986	6.742	3.997	-0.02	-0.03	-0.047
Si	1.28	14.99	4.112	-0.015	-0.017	0.042
Si	4.022	12.256	3.99	0.016	0.021	-0.005
Si	6.787	4.091	4.06	0.002	0.012	-0.043
Si	9.435	1.397	3.966	-0.009	-0.011	0.06
Si	6.756	9.521	4.012	-0.01	0.015	-0.02
Si	9.491	6.851	3.933	-0.023	0.018	0.013
Si	6.666	14.928	3.979	-0.036	-0.005	0.009
Si	9.438	12.342	3.935	0.078	-0.01	0.006
Si	12.257	4.099	4.023	0.024	-0.008	0.016
Si	14.866	1.284	3.97	-0.015	-0.014	0.003
Si	12.081	9.535	4.054	-0.038	-0.019	-0.004
Si	14.889	6.756	4.039	-0.025	-0.006	-0.004
Si	12.129	15.001	3.946	0.001	-0.058	0.001
Si	14.843	12.337	4.009	-0.004	0.011	-0.039
Si	-0.075	0.014	10.831	-0.021	-0.004	0.003
Si	2.65	2.734	10.828	0.001	0.018	0.001
Si	-0.074	5.452	10.8	0.022	0.007	-0.006
Si	2.658	8.169	10.804	-0.019	0	0.003
Si	-0.068	10.877	10.809	-0.003	0.003	0.002
Si	2.662	13.607	10.826	-0.001	-0.012	0.001
Si	5.384	0.011	10.822	-0.003	-0.02	-0.002
Si	8.086	2.727	10.833	0.009	0.012	0.006
Si	5.372	5.454	10.824	-0.002	0.007	-0.004
Si	8.087	8.169	10.836	-0.01	-0.003	0.005
Si	5.368	10.888	10.818	0.005	-0.016	0.006
Si	8.083	13.604	10.805	0.008	0.003	-0.005
Si	10.79	0.009	10.8	0.005	0.014	-0.005
Si	13.519	2.734	10.817	0.007	-0.01	0.004
Si	10.8	5.449	10.832	0.002	-0.013	0.001
Si	13.517	8.148	10.804	0.011	0	-0.002
Si	10.795	10.888	10.814	-0.004	0.015	0.002
Si	13.515	13.606	10.811	-0.007	-0.001	-0.004
Si	1.282	1.388	12.192	0.006	0.002	0.005
Si	3.999	4.105	12.19	-0.005	-0.004	0.003
Si	1.301	6.798	12.151	-0.018	-0.01	-0.002
Si	4.016	9.523	12.175	0.002	0.012	0.001
Si	1.299	12.236	12.172	-0.008	-0.004	0.008
Si	4.044	14.964	12.184	0.003	0.017	0.009
Si	6.722	1.374	12.207	0	-0.001	0.009
Si	9.434	4.09	12.198	0.001	-0.003	0.008
Si	6.726	6.808	12.199	0.004	0.002	0.005
Si	9.439	9.537	12.199	0.01	-0.003	0.008
Si	6.736	12.245	12.173	-0.004	0.006	0.003
Si	9.425	14.976	12.16	-0.002	-0.012	-0.009
Si	12.142	1.37	12.154	-0.006	-0.007	0
Si	14.883	4.099	12.164	0	0.01	-0.003
Si	12.167	6.8	12.199	0.003	0.006	0.008
Si	14.892	9.496	12.151	0.001	-0.007	0.001
Si	12.152	12.248	12.172	0.013	-0.005	0.004
Si	14.877	14.968	12.174	0.01	0.002	0.007
Si	-0.082	2.772	13.548	-0.01	0.001	0.016
Si	2.681	0.027	13.513	0.001	-0.016	-0.001
Si	-0.063	8.128	13.506	0.009	0.014	0
Si	2.64	5.471	13.559	0.002	0.006	0.001
Si	-0.068	13.601	13.517	0	0	0.004
Si	2.677	10.888	13.539	-0.016	0	0.009
Si	5.351	2.753	13.556	-0.013	0.025	0.007
Si	8.087	-0.003	13.557	0.014	-0.005	0.008
Si	5.359	8.166	13.56	0.011	-0.016	0.006
Si	8.074	5.448	13.572	0	-0.008	-0.002
Si	5.418	13.611	13.556	0.009	-0.011	0.003
Si	8.067	10.894	13.566	0.004	0.006	0.002
Si	10.783	2.701	13.539	0.011	-0.007	-0.006
Si	13.495	0.018	13.508	-0.009	0.012	-0.003
Si	10.801	8.17	13.553	0.001	0.003	0.002
Si	13.528	5.421	13.559	0.007	-0.013	0.01
Si	10.771	13.613	13.516	-0.002	0.015	0
Si	13.525	10.857	13.49	0.007	-0.007	0.004
Si	1.264	4.144	14.938	-0.011	0.019	0
Si	3.988	1.402	14.919	-0.019	-0.007	0.004
Si	1.319	9.475	14.842	0	-0.026	0.004
Si	4.008	6.812	14.942	-0.023	0.004	-0.011
Si	1.332	14.969	14.839	0.009	-0.016	-0.02
Si	4.059	12.25	14.9	0.001	-0.016	0.001
Si	6.697	4.1	14.943	0.017	0.028	0.002
Si	9.438	1.346	14.93	0.015	0.03	0.005
Si	6.7	9.531	14.931	-0.014	0.004	0.011
Si	9.438	6.817	14.924	0.001	-0.006	-0.012
Si	6.771	14.96	14.959	-0.005	-0.027	0.013
Si	9.425	12.274	14.914	-0.001	0.014	0.003
Si	12.146	4.038	14.898	0.006	0.01	-0.011
Si	14.834	1.406	14.855	-0.005	0.002	0.008
Si	12.18	9.531	14.897	0.012	0.014	-0.001
Si	14.919	6.776	14.902	0.01	-0.035	0
Si	12.12	14.985	14.858	-0.005	0.004	0.003
Si	14.888	12.201	14.838	0.016	0.013	-0.018
Si	-0.069	0.036	16.096	-0.009	0.007	-0.018
Si	2.601	2.768	16.282	0.015	0.02	0.025
Si	-0.072	5.48	16.382	0	0.025	0.039
Si	2.646	8.175	16.3	-0.001	0.015	-0.006
Si	-0.031	10.829	16.155	0.01	0.011	-0.017
Si	2.715	13.643	16.221	-0.021	0.033	0.024
Si	5.381	0.042	16.245	0.009	0.012	-0.002
Si	8.054	2.705	16.266	0.001	-0.011	-0.021
Si	5.346	5.463	16.338	-0.011	-0.006	0.009
Si	8.068	8.183	16.285	0.031	-0.021	-0.015
Si	5.356	10.886	16.332	-0.014	0.01	0.005
Si	8.138	13.615	16.383	0.034	0	0.045
Si	10.805	-0.005	16.31	0.013	-0.014	-0.005
Si	13.475	2.696	16.311	-0.046	-0.028	0.004
Si	10.797	5.409	16.237	0.009	-0.014	-0.005
Si	13.554	8.137	16.217	-0.003	0.011	0.007
Si	10.81	10.916	16.231	0.009	-0.006	-0.028
Si	13.471	13.563	16.122	-0.021	-0.011	-0.004
Si	1.112	1.437	17.544	-0.034	0.009	0.008
Si	3.988	4.063	17.697	-0.016	0.001	-0.015
Si	1.346	6.865	17.759	0.008	-0.01	-0.032
Si	3.936	9.562	17.713	-0.025	0.01	-0.007
Si	1.387	12.16	17.454	0.027	-0.024	-0.054
Si	4.011	15.075	17.616	-0.022	-0.012	-0.025
Si	6.736	1.337	17.667	0.03	0.007	0.025
Si	9.397	4.077	17.588	-0.008	-0.008	-0.025
Si	6.69	6.879	17.692	0.024	0.014	-0.014
Si	9.473	9.555	17.588	-0.03	-0.01	-0.024
Si	6.745	12.218	17.701	0	-0.014	-0.011
Si	9.549	14.974	17.793	-0.006	-0.019	-0.005
Si	12.167	1.287	17.731	0.043	0	0.015
Si	14.788	4.098	17.669	-0.015	0.001	-0.038
Si	12.207	6.745	17.553	0.027	-0.001	-0.054
Si	14.959	9.483	17.537	0.004	-0.043	-0.04
Si	12.141	12.294	17.592	-0.011	0.013	-0.031
Si	14.935	14.894	17.315	0.015	0.003	-0.094
Si	16.044	2.667	19.037	-0.026	-0.033	0.056
Si	2.487	0.145	18.852	0.032	-0.052	0.031
Si	-0.009	8.327	19.089	0.015	-0.018	0.047
Si	2.681	5.424	19.134	-0.047	-0.006	0.006
Si	-0.068	13.508	18.592	-0.021	-0.008	0.044
Si	2.62	10.991	19.093	0.04	-0.004	0.082
Si	5.356	2.65	19.039	-0.011	0.051	0.053
Si	8.063	0	19.101	0.001	-0.047	0.042
Si	5.329	8.281	19.086	0.002	-0.033	0.055
Si	8.03	5.415	18.975	-0.006	-0.002	0.015
Si	5.386	13.692	18.973	0.051	0.032	-0.004
Si	8.222	10.89	19.057	0.018	0.061	0.082
Si	10.697	2.734	19.004	-0.012	-0.016	0.008
Si	13.697	16.053	18.84	-0.059	0.058	0.053
Si	10.823	8.1	18.817	-0.02	0.01	0.012
Si	13.497	5.491	19.081	0.043	0.025	0.052
Si	10.99	13.616	19.208	-0.008	0.01	0.048
Si	13.574	10.882	18.757	0.011	-0.002	0.027
Si	0.95	4.237	20.26	0.379	-0.241	-0.796
Si	3.858	1.357	20.32	-0.001	0.143	-0.709
Si	0.947	10.064	20.504	0.115	-0.129	-0.648
Si	4.352	6.569	20.407	-0.336	0.216	-0.783
Si	1.342	14.736	19.907	-0.054	0.283	-0.748
Si	3.723	12.747	20.27	0.247	-0.467	-0.693
Si	6.507	4.231	20.354	0.269	-0.265	-0.787
Si	9.423	1.324	20.466	-0.234	0.231	-0.768
Si	6.678	9.749	20.409	0.051	-0.086	-0.79
Si	9.59	6.648	20.181	-0.206	0.205	-0.767
Si	6.957	14.683	20.413	-0.283	0.371	-0.742
Si	9.301	12.535	20.434	0.308	-0.318	-0.734
Si	11.776	4.378	20.263	0.31	-0.222	-0.816
Si	14.637	1.196	20.366	0.377	0.093	-0.732
Si	12.223	9.501	20.007	0.093	-0.13	-0.648
Si	15.207	6.656	20.291	-0.429	0.288	-0.819
Si	12.888	14.5	20.441	-0.247	0.057	-0.575
Si	14.982	12.209	20.038	-0.028	-0.043	-0.452
Si	0.249	16.224	22.292	-0.151	0.082	-0.132
Si	2.078	6.138	25.291	-0.007	-0.028	-0.063
Si	5.512	12.545	25.265	-0.082	-0.086	-0.178
Si	2.516	12.144	25.003	-0.009	0.034	-0.109
Si	5.197	11.434	22.373	0.041	0.06	-0.032
Si	5.331	16.177	22.347	0.084	-0.17	0.031
Si	4.089	7.063	23.515	0.229	0.128	-0.165
Si	7.314	2.305	22.601	0.103	-0.084	-0.135
Si	8.298	8.353	22.481	0.008	-0.062	-0.159
Si	11.506	9.79	24.754	0.077	-0.043	-0.146
Si	10.424	10.645	22.183	0.038	0.143	-0.053
Si	0.654	14.275	24.661	0.036	0.017	-0.222
Si	12.52	0.164	26.229	0.146	0.015	-0.168
Si	11.758	6.864	24.291	0.07	-0.022	-0.007
Si	13.903	8.202	22.417	0.022	0.081	-0.14
Si	14.446	9.477	25.028	-0.016	-0.048	-0.194
Si	12.079	0.651	21.728	0.192	-0.152	-0.065
Si	2.047	2.427	22.408	-0.024	0.074	-0.209
Si	0.333	3.985	30.053	-0.058	0	0.104
Si	9.563	5.055	24.112	0.018	-0.131	-0.248
Si	7.766	6.205	27.795	0	0.115	-0.143
Si	7.142	6.633	24.628	-0.104	-0.073	-0.024
Si	4.834	4.918	32.172	-0.128	-0.065	0.133
Si	2.363	2.445	28.057	0.05	0.186	0.175
Si	13.541	4.686	25.211	-0.126	0.095	-0.075
Si	0.252	6.83	28.643	0.045	-0.078	-0.032
Si	10.004	4.579	27.076	-0.112	-0.067	0.159
Si	10.195	11.302	26.82	-0.076	0.066	0.135
Si	14.701	2.187	26.115	-0.019	-0.015	-0.08
Si	13.564	3.546	30.707	0.162	0.031	0.236
Si	11.709	3.175	23.157	-0.086	-0.01	-0.124
Si	2.869	9.721	23.005	-0.148	-0.009	-0.176
Si	11.635	13.958	27.228	0.177	-0.119	-0.105
Si	12.971	0.544	30.846	-0.068	0.022	-0.047
Si	1.23	3.129	25.289	-0.156	0.08	-0.254
Si	3.703	16.204	28.003	0.028	-0.112	-0.149
Si	11.886	9.861	33.138	0.054	0.106	0.017
Si	15.685	6.722	25.688	-0.038	0.111	-0.075
Si	-0.103	14.242	27.517	0.057	-0.072	-0.116
Si	7.295	11.689	27.787	-0.083	0.082	0.224
Si	4.996	15.616	25.23	-0.192	0.117	0.079
Si	7.034	1.706	25.627	-0.125	0.102	-0.181
Si	8.789	13.644	29.831	-0.021	-0.019	-0.085
Si	3.136	7.541	27.927	0.078	0.199	-0.076
Si	2.181	14.177	29.728	-0.002	0.124	0.303
Si	5.363	6.761	29.685	0.011	0.062	0.09
Si	14.425	0.36	28.3	0.103	0.047	0.018
Si	13.629	14.224	32.084	0.138	-0.078	0.119
Si	-0.198	11.983	25.886	-0.027	-0.019	-0.095
Si	6.382	2.45	30.841	0.121	-0.091	0.154
Si	10.335	16.054	29.169	0.055	-0.046	0.232
Si	12.019	5.508	29.111	-0.008	0.026	0.225
Si	13.96	7.83	29.605	-0.135	0.039	0.196
Si	1.852	4.003	32.834	0.026	0.013	0.266
Si	14.427	8.81	32.429	0.055	0.087	0.242
Si	0.88	9.569	33.226	-0.009	-0.03	0.005
Si	3.032	11.711	33.386	-0.318	0.286	0.715
Si	5.355	2.312	28.061	-0.086	-0.085	-0.089
Si	5.862	-0.028	32.314	0.028	0.044	0.186
Si	11.766	9.878	29.083	-0.043	-0.048	0.108
Si	5.047	9.638	29.02	-0.027	0.101	-0.103
Si	9.705	7.882	32.556	0.095	0.015	0.262
Si	8.281	1.538	32.773	0.276	0.114	0.078
Si	6.521	13.395	31.743	-0.036	-0.078	0.225
Si	9.919	1.512	26.871	-0.043	-0.1	-0.005
Si	0.331	14.597	32.358	0.085	0.014	0.164
Si	9.816	7.469	29.718	-0.004	-0.094	-0.014
Si	13.165	4.819	33.438	-0.403	0.442	0.475
Si	4.105	12.04	30.623	0.048	0.034	0.143
Si	11.879	12.704	29.849	0.003	0.036	0.057
O	3.619	12.46	32.105	0.325	0.515	-0.131
O	-0.222	15.997	33.013	0.109	0.482	-0.562
O	0.878	4.799	33.892	0.378	0.23	-0.241
O	2.309	2.652	33.623	0.028	-0.218	-0.519
O	15.985	9.229	32.198	-0.017	0.041	-0.665
O	15.094	3.493	30.133	0.061	-0.249	-0.209
O	14.272	8.056	33.867	0.196	-0.542	-0.146
O	1.807	8.298	33.614	0.326	-0.306	-0.665
O	14.659	12.031	34.735	-0.066	-0.037	-0.43
O	0.17	10.036	34.578	0.105	-0.342	0.088
O	4.279	10.838	33.913	0.227	-0.098	-0.216
O	1.032	13.887	33.652	-0.175	0.099	0.025
O	4.8	0.101	33.516	-0.228	0.081	-0.384
O	0.919	0.551	0.181	0.413	-0.208	-0.226
O	7.938	14.505	35.085	-0.195	0.118	-0.16
O	7.764	2.68	33.814	-0.079	0.528	-0.206
O	3.61	6.735	34.662	0.036	0.161	-0.544
O	5.432	5.196	33.653	0.462	-0.064	-0.121
O	8.807	7.281	28.459	0.041	0.39	-0.297
O	8.582	8.701	33.366	-0.226	0.388	-0.52
O	7.779	7.285	0.179	0.332	-0.18	-0.245
O	6.411	9.539	34.581	-0.108	0.161	-0.605
O	8.935	12.213	34.476	0.214	-0.097	-0.355
O	8.048	13.39	31.237	0.526	-0.012	0.123
O	9.752	1.009	33.313	0.244	-0.248	-0.352
O	13.161	9.078	28.967	0.421	0.066	-0.581
O	14.533	1.278	34.41	-0.061	0.02	-0.516
O	12.949	3.287	33.938	-0.204	-0.278	-0.236
O	10.206	6.602	33.412	-0.204	-0.218	-0.106
O	3.986	8.96	27.931	-0.005	0.335	-0.518
O	12.111	9.262	34.636	-0.51	0.007	0.519
O	10.985	11.157	33.445	0.094	0.445	-0.6
O	13.321	6.459	29.038	0.431	-0.327	-0.36
O	10.597	8.859	29.496	-0.09	0.266	-0.099
O	13.131	13.74	33.544	-0.36	0.029	-0.281
O	12.73	13.469	30.977	0.026	0.147	-0.263
O	1.167	3.597	21.743	-0.228	0.296	0.589
O	-0.063	5.458	20.545	-0.076	0.004	0.186
O	4.35	-0.014	21.074	-0.42	-0.577	-0.314
O	3.418	2.392	21.536	0.282	0.363	0.192
O	3.291	8.443	23.924	-0.25	0.146	0.759
O	1.695	9.512	21.88	-0.144	-0.454	0.173
O	5.466	5.424	20.697	-0.058	-0.051	0.302
O	4.01	7.092	21.904	-0.264	0.392	0.232
O	2.492	13.766	20.49	-0.01	-0.049	0.472
O	0.432	15.073	21.203	-0.499	-0.227	0.222
O	9.24	9.64	22.574	-0.151	0.268	0.081
O	4.251	12.616	21.821	-0.324	0.588	0.609
O	5.58	6.784	24.14	-0.078	-0.253	-0.145
O	6.967	3.68	21.823	-0.061	0.359	0.579
O	10.673	0.394	20.966	0.207	-0.36	-0.101
O	8.668	1.783	21.857	-0.009	-0.21	0.222
O	10.284	10.613	25.375	-0.394	-0.045	-0.415
O	6.966	8.728	21.656	-0.612	-0.268	0.357
O	10.698	5.545	20.589	0.025	0.037	0.5
O	9.016	7.228	21.582	-0.236	-0.361	0.299
O	8.15	13.635	20.722	0.016	0.22	0.071
O	6.388	15.026	21.922	-0.004	-0.345	0.571
O	9.783	12.113	21.965	-0.173	0.345	0.495
O	11.063	10.389	20.729	-0.355	0.306	-0.359
O	12.081	3.827	21.743	0.2	-0.193	0.286
O	12.452	5.883	25.388	-0.133	0.136	0.424
O	13.113	1.592	20.869	-0.412	0.45	-0.034
O	15.27	0.743	21.819	-0.028	0.073	0.738
O	14.562	9.295	23.412	0.507	0.559	-0.114
O	13.184	8.87	21.15	-0.025	0.154	-0.05
O	15.01	7.213	21.81	0.467	-0.23	0.719
O	3.103	5.905	24.066	-0.002	-0.427	-0.31
O	12.661	15.437	21.807	-0.104	-0.047	0.739
O	12.476	14.832	26.11	0.168	-0.216	-0.309
O	16.069	11.197	20.833	-0.148	0	0.399
O	13.973	13.293	20.832	-0.035	0.048	0.399
O	1.477	0.932	22.245	0.421	-0.301	0.14
O	1.401	4.702	25.601	-0.302	0.215	0.422
O	0.777	7.065	24.956	0.067	0.421	-0.369
O	2.095	2.75	23.976	0.297	0.173	0.201
O	9.784	5.293	25.673	0.168	0.479	0.267
O	3.963	6.55	28.901	-0.225	-0.602	0.077
O	2.413	10.98	23.894	-0.187	0.068	-0.152
O	4.294	10.094	22.33	0.314	-0.432	-0.091
O	7.915	7.914	23.984	0.206	0.347	0.384
O	11.611	10.373	23.238	0.477	-0.092	0.04
O	4.481	15.913	23.703	-0.638	0.028	-0.099
O	2.455	0.861	28.351	-0.385	-0.25	0.097
O	6.119	1.258	22.384	-0.386	0.083	-0.251
O	10.351	3.049	26.848	0.447	-0.11	-0.15
O	0.387	5.554	29.637	0.221	0.288	0.277
O	1.635	7.664	28.52	-0.197	0.438	0.111
O	15.566	12.781	27.185	-0.363	0.019	0.508
O	7.271	6.595	26.267	-0.344	0.209	0.059
O	7.965	5.368	23.938	-0.334	-0.448	-0.193
O	7.371	2.473	24.22	-0.001	0.256	0.151
O	12.967	10.006	25.404	-0.089	0.281	0.654
O	8.456	1.304	26.254	-0.014	-0.129	-0.183
O	11.77	1.542	23.053	0.026	-0.265	0.72
O	12.476	13.196	28.402	0.703	0.017	-0.039
O	13.712	1.016	25.456	0.093	-0.346	-0.697
O	13.011	2.114	31.251	-0.412	-0.048	0.141
O	10.197	3.623	23.638	-0.489	-0.301	0.052
O	13.881	3.587	26.374	-0.138	0.117	0.734
O	1.406	11.793	26.128	0.015	-0.37	0.745
O	12.868	7.28	23.213	0.128	-0.251	0.114
O	2.126	13.611	24.365	0.451	0.248	-0.215
O	15.467	10.564	25.602	0.309	-0.041	0.244
O	12.891	0.447	27.785	-0.383	0.279	0.446
O	15.948	12.998	24.608	-0.6	-0.22	-0.414
O	0.186	15.493	23.723	-0.122	0.211	0.361
O	1.932	2.419	26.521	0.094	-0.278	-0.177
O	8.59	4.799	27.84	-0.157	-0.337	0.17
O	2.959	6.824	26.479	0.351	0.114	-0.056
O	3.876	15.716	26.427	-0.508	-0.32	-0.222
O	14.748	8.042	25.703	-0.466	-0.028	0.296
O	7.793	12.981	28.691	-0.055	0.14	-0.213
O	6.556	12.112	26.407	0.338	0.209	-0.189
O	5.809	11.827	23.821	0.488	-0.161	0.149
O	5.627	14.142	25.178	0.592	0.219	-0.095
O	5.078	0.715	28.241	0.612	-0.133	0.23
O	1.269	3.174	28.993	0.024	0.067	-0.079
O	6.137	2.609	26.655	0.045	0.436	0.09
O	6.209	0.341	25.419	0.368	-0.272	0.191
O	7.942	2.22	31.323	0.504	0.216	-0.439
O	14.286	0.428	29.886	0.436	-0.143	0.32
O	0.967	3.727	31.52	-0.088	-0.354	-0.134
O	6.509	6.054	28.788	0.002	-0.361	-0.05
O	11.162	8.22	24.924	-0.263	-0.123	0.17
O	6.277	11.146	21.201	0.223	0.336	0.044
O	5.663	12.502	30.695	0.459	-0.204	-0.386
O	9.048	15.263	29.795	-0.355	0.377	0.397
O	15.058	15.258	27.933	-0.283	-0.07	-0.045
O	12.916	3.725	24.073	0.223	-0.252	-0.064
O	10.479	4.632	0.011	-0.219	-0.214	-0.323
O	12.507	4.048	29.587	-0.409	-0.396	-0.604
O	11.035	0.742	25.969	-0.213	-0.139	-0.537
O	10.569	6.149	23.468	0.003	0.252	-0.446
O	10.884	6.265	29.988	-0.208	-0.317	0.606
O	14.925	5.497	24.933	0.153	-0.103	-0.642
O	10.613	12.86	26.607	-0.152	0.287	-0.452
O	10.75	15.059	27.979	-0.429	0.102	-0.198
O	0.631	14.824	26.188	0.183	0.674	0.198
O	16.005	2.578	25.201	-0.066	0.074	-0.57
O	13.442	4.692	31.851	-0.012	0.389	-0.485
O	3.892	3.047	28.164	0.162	0.357	-0.026
O	11.529	0.083	30.221	-0.125	-0.167	0.244
O	3.215	4.754	32.345	-0.181	0.075	0.003
O	13.363	10.061	32.486	0.134	0.605	-0.447
O	14.576	5.44	34.03	-0.126	0.262	-0.153
O	16.029	6.296	27.213	-0.23	-0.558	0.024
O	13.93	7.854	31.229	-0.353	-0.184	-0.015
O	2.941	12.747	29.756	-0.111	-0.431	-0.537
O	9.874	1.085	28.43	-0.336	0.229	0.159
O	4.179	10.517	30.078	-0.585	-0.412	0.24
O	1.843	10.772	32.754	-0.106	-0.013	-0.657
O	5.574	1.078	31.176	-0.325	-0.123	-0.498
O	15.504	7.903	29.186	0.195	0.42	0.176
O	5.79	14.83	31.677	-0.591	0.1	-0.531
O	7.353	0.214	32.898	0.358	-0.401	0.114
O	5.695	8.354	29.779	0.395	0.189	0.365
O	3.985	12.163	25.666	-0.054	-0.217	0.571
O	5.584	3.603	31.63	0.067	0.018	0.264
O	5.204	6.122	31.156	0.019	0.291	0.019
O	0.971	14.106	28.687	-0.249	-0.298	0.004
O	3.413	15.063	29.11	0.27	-0.004	0.243
O	6.628	12.936	33.304	-0.451	-0.053	-0.034
O	6.253	10.598	28.447	0.084	-0.114	-0.21
O	11.284	5.297	27.709	0.342	0.341	-0.358
O	13.285	15.816	32.038	0.012	0.284	0.295
O	1.449	14.639	31.15	0.029	0.337	-0.12
O	15.234	13.914	31.875	0.03	-0.503	-0.527
O	11.021	8.8	32.286	0.198	0.025	-0.703
O	9.031	7.527	31.134	-0.694	-0.084	-0.084
O	15.207	1.574	27.545	0.706	0.346	0.225
O	6.327	2.771	29.264	0.346	0.374	-0.108
O	10.267	12.968	29.855	0.028	-0.146	-0.175
O	8.72	11.017	27.407	-0.039	-0.416	-0.043
O	11.319	10.561	27.702	0.289	0.086	-0.116
O	12.013	11.109	30.108	0.062	-0.152	0.298
Si	16.215	0.011	5.426	-0.005	0.002	-0.013
Si	2.68	2.703	5.422	0	-0.025	-0.001
Si	16.256	5.428	5.417	-0.015	-0.024	-0.006
Si	2.677	8.151	5.385	0.04	0.007	-0.023
Si	16.215	10.915	5.347	0.003	0.027	-0.006
Si	2.643	13.575	5.392	0.017	0.023	-0.01
Si	5.383	16.31	5.39	-0.003	0.033	-0.006
Si	8.119	2.723	5.398	0.02	-0.034	-0.002
Si	5.373	5.433	5.382	-0.006	-0.017	0
Si	8.116	8.159	5.354	0.038	0.001	-0.008
Si	5.395	10.902	5.356	-0.004	-0.003	-0.012
Si	8.064	13.617	5.348	0.004	-0.009	0.001
Si	10.796	0.038	5.333	0.015	0.02	-0.009
Si	13.57	2.697	5.365	0.007	-0.014	-0.019
Si	10.841	5.478	5.322	-0.041	0.007	-0.008
Si	13.508	8.163	5.356	0.015	0.005	-0.019
Si	10.738	10.936	5.358	-0.027	0.005	-0.003
Si	13.48	13.656	5.372	-0.042	0.008	0.004
Si	1.275	1.372	6.763	-0.025	0.022	0.001
Si	4.04	4.069	6.763	0.022	-0.033	0.002
Si	1.3	6.808	6.747	0.003	-0.021	-0.015
Si	4.033	9.533	6.723	0.008	0.007	-0.006
Si	1.271	12.233	6.743	0.007	-0.004	0.004
Si	4	14.961	6.74	-0.02	-0.013	0.002
Si	6.748	1.354	6.743	0.001	-0.011	0.003
Si	9.478	4.117	6.713	0.015	0.01	0.001
Si	6.741	6.81	6.72	-0.004	0.006	-0.005
Si	9.423	9.548	6.732	-0.015	0.032	0.01
Si	6.738	12.251	6.734	-0.014	-0.009	0.015
Si	9.442	14.982	6.697	-0.018	0.007	-0.013
Si	12.164	1.373	6.719	-0.002	0.03	-0.002
Si	14.897	4.059	6.755	0.01	-0.003	0.007
Si	12.16	6.817	6.732	0.013	0.003	0.018
Si	14.873	9.534	6.709	-0.004	-0.01	0.002
Si	12.147	12.253	6.717	0.006	-0.009	-0.009
Si	14.856	14.97	6.765	0.006	-0.001	0.006
Si	-0.068	2.727	8.129	0.015	0.001	0.009
Si	2.642	0	8.108	-0.002	-0.003	-0.007
Si	16.243	8.176	8.079	-0.003	0.022	-0.004
Si	2.662	5.442	8.1	0.002	0.006	-0.003
Si	16.238	13.604	8.106	-0.023	-0.014	0.005
Si	2.651	10.877	8.087	-0.022	-0.004	-0.006
Si	5.391	2.712	8.116	-0.014	0.005	0.005
Si	8.102	0.003	8.095	0.012	0.017	0.003
Si	5.389	8.173	8.088	0.005	0.017	0.007
Si	8.097	5.451	8.09	-0.008	-0.015	-0.002
Si	5.368	13.607	8.093	0.017	0.013	-0.008
Si	8.074	10.888	8.107	0.005	-0.02	0.011
Si	10.815	2.745	8.084	0.006	0.004	0.01
Si	13.507	0.02	8.108	0.014	-0.016	0.001
Si	10.797	8.182	8.087	-0.001	0.005	-0.007
Si	13.519	5.44	8.083	-0.001	0	-0.01
Si	10.792	13.615	8.073	0.007	-0.012	-0.005
Si	13.512	10.888	8.081	0	0.004	0.006
Si	1.299	4.092	9.464	-0.027	-0.015	-0.004
Si	4.009	1.363	9.469	-0.001	0.003	0
Si	1.29	9.522	9.446	0.014	-0.002	0.005
Si	4.024	6.811	9.448	0.011	0.008	-0.006
Si	1.285	14.965	9.473	0.005	0.013	0
Si	4.008	12.244	9.451	-0.001	-0.003	-0.001
Si	6.74	4.09	9.466	0.005	-0.016	0.003
Si	9.445	1.384	9.446	-0.001	-0.015	-0.002
Si	6.73	9.525	9.47	-0.003	0.023	0.008
Si	9.446	6.816	9.461	0.002	0.025	0.005
Si	6.731	14.969	9.449	0.006	-0.008	-0.001
Si	9.446	12.252	9.445	-0.009	-0.001	0.002
Si	12.162	4.096	9.46	0.004	0.007	0.005
Si	14.879	1.367	9.47	-0.006	0.022	0.005
Si	12.159	9.528	9.454	0.004	-0.009	0.012
Si	14.884	6.806	9.433	-0.003	-0.013	-0.004
Si	12.15	14.965	9.449	-0.008	0.008	-0.007
Si	14.878	12.238	9.455	0.014	-0.014	0.008

Results
total energy: -115453.515 eV
total energy less fixed offsets of O -438.35, Si -107.03 eV per atom: 12.825 eV
